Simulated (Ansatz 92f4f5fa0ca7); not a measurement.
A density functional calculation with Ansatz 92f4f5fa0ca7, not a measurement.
Periodic cell of 210 atoms, Si128O78B4, from a study of silicon, its oxide and their interface. The atomic structure is a simulated model.
Doubt: the cutoff is far below the 930 eV that the study's wrapper takes by default for these files, so forces and energies are approximate.
This geometry differs little from another in the collection (a relaxation step or a small displacement).

Settings
functional: PBE
potential files: Ansatz PAW
basis: plane waves
wave-function cutoff: 580 eV
density cutoff ratio: 5
exchange-correlation grid ratio: 1
k mesh: 1 x 1 x 1, Gamma-centred
self-consistency stop: 5e-08 eV per atom in the density residual
occupations: fixed
spin: none
net charge: 0

Cell vectors (angstrom)
a  10.938  0  0
b  0  10.938  0
c  0  0  31.2679

Atoms and the computed forces on them: element, x, y, z (angstrom), force x, y, z (eV/angstrom)
B  9.9617  0.5822  24.7333  0.0086  -0.0089  -0.01
Si  5.6988  10.588  23.8808  0.0008  0.0044  -0.0001
Si  2.0414  2.8722  23.8737  -0.0017  -0.0007  0.0071
B  8.7494  1.84  24.7337  0.0334  0.0182  -0.0034
Si  0.1799  4.7312  23.8472  0.001  0.0009  0.0033
Si  4.8174  5.8488  23.9985  0.0012  -0.0003  0.0048
Si  3.1237  7.5844  23.8406  0.0002  0.0004  0.0042
Si  7.4858  8.7492  23.7997  0.0014  0.0004  0.0013
Si  0.9509  1.2107  25.1998  -0.0009  -0.0052  -0.0129
Si  6.8257  1.3868  25.044  -0.0237  -0.0053  -0.0017
Si  3.8465  3.9945  25.1225  0.0024  0.0064  -0.0031
Si  9.4092  3.7486  25.1957  -0.0093  -0.0048  -0.0124
Si  1.2399  6.6434  25.0062  0.0041  0.0005  0.0004
Si  6.7031  6.854  25.0836  -0.002  0.0023  -0.0017
Si  4.0007  9.4726  25.1009  0.0017  -0.0005  -0.0003
Si  9.4561  9.5944  24.9492  0.0063  0.0163  -0.005
Si  2.6478  0.0092  26.4159  0.0012  -0.0021  0.0013
Si  8.2384  0.0735  26.4539  -0.0013  -0.004  0.0061
Si  -0.0029  2.7602  26.6422  0.0149  0.014  0.0163
Si  5.4329  2.7497  26.4208  -0.0028  -0.0025  0.0029
Si  2.6743  5.4888  26.5147  -0.0025  -0.0011  0.0032
Si  8.1867  5.4481  26.4004  -0.0017  0.0005  0.0006
Si  -0.0472  8.1983  26.3517  -0.0032  -0.0035  0.0023
Si  5.4356  8.2256  26.5238  -0.0018  -0.0026  0.0024
Si  4.1018  1.3673  27.8496  -0.2298  -0.1416  -0.5608
Si  9.5708  1.3673  27.8496  0.0619  0.0463  1.0523
Si  1.3673  4.1018  27.8496  0.2937  0.4718  0.9594
Si  6.8362  4.1018  27.8496  -0.2528  0.1207  -0.4772
Si  4.1018  6.8362  27.8496  -0.1292  0.0138  0.2989
Si  9.5708  6.8362  27.8496  -0.1162  -0.1065  -0.7019
Si  1.3673  9.5708  27.8496  -0.2944  -0.3125  -0.5554
Si  6.8362  9.5708  27.8496  0.0515  0.1368  0.2235
Si  0  0  29.2169  -0.1715  -0.0323  -0.0202
Si  5.469  0  29.2169  0.1029  0.0444  -0.1021
Si  2.7345  2.7345  29.2169  -0.0036  0.0805  -0.0039
Si  8.2035  2.7345  29.2169  -0.0022  -0.1665  -0.0405
Si  0  5.469  29.2169  0.1007  -0.0511  0.0081
Si  5.469  5.469  29.2169  -0.01  -0.0172  -0.0399
Si  2.7345  8.2035  29.2169  -0.0122  -0.1227  -0.0431
Si  8.2035  8.2035  29.2169  0.0734  0.0564  -0.1241
Si  1.3673  1.3673  30.5841  0.0217  -0.0122  -0.0296
Si  6.8362  1.3673  30.5841  -0.1181  0.0788  0.0436
Si  4.1018  4.1018  30.5841  -0.0209  -0.0786  0.0261
Si  9.5708  4.1018  30.5841  -0.0558  0.0602  0.0164
Si  1.3673  6.8362  30.5841  -0.1151  0.0247  0.0373
Si  6.8362  6.8362  30.5841  -0.1064  -0.0153  -0.0205
Si  4.1018  9.5708  30.5841  -0.04  -0.0671  0.0162
Si  9.5708  9.5708  30.5841  0.0427  -0.1108  0.0276
Si  2.7345  0  0.6835  -0.0171  0.0784  -0.0145
Si  8.2035  0  0.6835  0.06  0.0682  -0.0198
Si  0  2.7345  0.6835  0.1052  -0.036  -0.0349
Si  5.469  2.7345  0.6835  0.1106  0.0311  0.011
Si  2.7345  5.469  0.6835  0.0494  -0.0482  -0.0133
Si  8.2035  5.469  0.6835  0.0222  0.0702  -0.0061
Si  0  8.2035  0.6835  -0.0499  0.0209  0.0255
Si  5.469  8.2035  0.6835  0.1088  -0.0868  -0.0466
Si  4.1018  1.3673  2.0507  -0.0267  -0.0266  0.111
Si  9.5708  1.3673  2.0507  0.0162  0.1368  0.0354
Si  1.3673  4.1018  2.0507  -0.1376  0.037  -0.0027
Si  6.8362  4.1018  2.0507  -0.0266  -0.0333  0.0281
Si  4.1018  6.8362  2.0507  0.0398  0.1768  0.0362
Si  9.5708  6.8362  2.0507  0.0502  -0.0297  0.001
Si  1.3673  9.5708  2.0507  0.0886  -0.0019  0.0217
Si  6.8362  9.5708  2.0507  -0.0948  -0.0583  0.102
Si  0  0  3.418  0.4415  0.3464  0.4968
Si  5.469  0  3.418  -0.0882  -0.0176  -0.2344
Si  2.7345  2.7345  3.418  0.1657  0.0775  0.8272
Si  8.2035  2.7345  3.418  0.0926  -0.0433  -0.5
Si  0  5.469  3.418  -0.1963  -0.3213  -0.9065
Si  5.469  5.469  3.418  0.0459  -0.2464  0.4462
Si  2.7345  8.2035  3.418  -0.0755  -0.1183  -0.8361
Si  8.2035  8.2035  3.418  0.2405  0.1175  0.4939
Si  1.4389  1.3617  4.9377  -0.0018  0.0013  -0.0018
Si  6.8765  1.3511  4.7352  0.0032  0.0026  0.0007
Si  4.1055  4.124  4.9011  -0.0014  -0.001  -0.0011
Si  9.6155  4.084  4.725  0.003  0.0002  -0.0015
Si  1.4044  6.7746  4.658  -0.0143  -0.0196  -0.007
Si  6.8553  6.8096  4.8145  0.0021  -0.0022  -0.0017
Si  4.0502  9.5355  4.8073  -0.0231  -0.012  0.0098
Si  9.6726  9.557  4.8307  -0.0028  0.0046  -0.0036
Si  2.8742  -0.0238  6.4224  0.0004  0.0112  0.0048
Si  8.333  0.099  6.1267  0.0018  0.0015  -0.0021
Si  0.1141  2.9386  6.2151  -0.0005  0.0017  -0.0028
Si  5.6103  2.7103  6.1946  0.0008  -0.0058  0.0024
Si  2.8452  5.7538  6.2175  0.0126  0.0288  0.001
Si  8.4013  5.5421  6.1067  -0.0047  -0.0079  0.007
Si  0.4252  8.3624  6.0447  0.015  -0.002  0.0185
Si  5.4248  8.1452  6.1486  0.0923  0.0133  -0.0013
Si  4.9841  0.7597  7.4819  -0.0029  0  0.0004
Si  9.2059  2.016  7.3759  0.0007  -0.0013  0
Si  0.9865  4.8423  7.505  0.0025  -0.0034  0.0029
Si  7.4592  3.7204  7.3328  -0.0017  0.0027  -0.0067
B  3.527  7.6818  6.5905  -0.091  -0.0234  0.0004
Si  10.1993  6.6762  7.2694  0.0046  0.006  -0.0116
B  2.3463  8.9765  6.5735  -0.0179  -0.0208  0.004
Si  6.614  9.8679  7.2274  0.0016  0.0079  -0.0032
O  7.0671  4.0255  8.9295  -0.001  0.0004  0.006
O  9.6082  1.8368  8.9862  -0.0004  0.0012  0.0012
O  5.0838  1.0863  9.1188  -0.0002  -0.0018  -0.0048
O  7.2953  9.1551  8.5838  -0.0038  -0.0014  -0.0031
O  9.4814  7.4477  8.571  -0.0028  -0.0009  0.0022
O  1.3205  4.3179  9.0616  -0.0011  0.0009  0.0016
O  10.2458  5.2987  22.527  -0.0003  -0.0011  0.0032
O  2.7138  2.0377  22.5701  -0.0016  0.0007  -0.0001
O  2.9525  7.8388  22.1959  0.0003  0.0005  -0.0073
O  5.1861  5.5201  22.415  0.0009  -0.0002  -0.0065
O  4.9571  0.4063  22.5672  0.0027  -0.002  0.0019
O  7.9002  8.2354  22.2818  -0.0005  -0.0005  0.0006
Si  4.5276  8.1978  14.4398  0.0002  0.0006  -0.0016
Si  4.1103  1.593  21.8167  0.0023  0.0015  0.0005
Si  3.9512  1.4268  15.2893  0.0003  0.0001  -0.001
Si  5.8878  1.2356  10.528  -0.0008  0.0016  -0.0013
Si  8.0744  7.9041  9.2789  0.0014  -0.0017  0.0028
Si  7.2966  1.5224  14.6335  0.0003  -0.0002  -0.0012
Si  5.7964  7.8131  19.0326  0.0001  0.0005  0.0005
Si  8.5543  10.578  18.844  -0.0002  -0.0005  0.0003
Si  4.9706  4.4825  21.1937  -0.0003  0.0033  0.0027
Si  10.5941  2.8629  12.6231  0.0007  -0.0005  -0.0025
Si  1.0992  5.018  16.9278  0  0.0002  -0.0016
Si  3.2031  8.2696  20.6469  0.0001  -0.0002  0.0035
Si  4.5984  9.8727  17.0819  -0.0002  0.0006  -0.0016
Si  9.2997  4.4919  18.4071  0.0001  -0.0008  -0.0004
Si  8.3923  8.2083  20.7413  0.0007  0.0012  -0.0009
Si  6.4571  4.9609  18.6456  0  -0.0001  -0.001
Si  1.0053  2.2662  15.4772  0.0005  -0.0004  -0.0009
Si  2.8281  0.0383  19.4842  0  0.0003  -0.0001
Si  4.6479  4.0192  11.5003  0.0005  -0.0002  -0.0023
Si  0.3897  9.3351  15.8489  -0.0003  -0.0002  -0.0013
Si  9.1607  1.0923  10.3595  0.0006  0.0014  -0.0032
Si  9.2421  10.488  14.1841  -0.001  -0.0001  -0.0016
Si  6.8418  5.1875  10.0503  -0.0004  -0.0036  -0.0026
Si  7.4252  2.2316  17.7737  0.0002  0  -0.0007
Si  8.8026  5.2449  12.5353  -0.0005  -0.0004  -0.0017
Si  0.3854  0.5613  17.8779  -0.0002  -0.0003  -0.0012
Si  2.332  5.6032  19.7073  0.0014  -0.0002  0.0001
Si  5.0705  10.885  13.1149  0.0003  0.0002  -0.0019
Si  10.3771  5.7119  20.9575  -0.0001  0.0014  0.0003
Si  1.6441  4.5064  10.6515  -0.0002  0.0011  -0.0023
Si  9.6907  9.2708  11.2956  0.0006  0.0004  -0.002
Si  7.0005  6.4656  14.8674  -0.0002  0.0003  -0.0015
Si  1.8639  7.1365  14.7073  0.0005  0.0001  -0.002
Si  8.6066  8.5716  16.3224  0.0003  0.0004  -0.0008
Si  0.4158  6.8854  11.9334  0.0021  -0.0008  -0.0021
Si  5.5453  3.8537  14.4484  -0.0002  0  -0.0012
O  9.832  1.7664  11.6836  0.0002  0.0003  0.0011
O  3.1162  3.9259  11.0032  0  -0.0002  0.001
O  4.2604  8.7642  15.9456  0.0001  0  0.0006
O  0.1636  8.4353  11.4479  0.0003  -0.0003  0.0008
O  9.9728  0.4078  18.7393  0.0006  0.0006  -0.0004
O  0.8655  6.7466  13.4926  0.0003  0.0004  -0.0002
O  0.6625  3.64  11.6097  -0.0003  0.0004  0.001
O  8.6038  9.7757  20.275  0.0002  0.0006  -0.0008
O  9.6955  4.5841  19.9881  -0.0004  -0.0008  -0.0011
O  3.4961  10.2529  18.1944  0.0001  -0.0001  -0.0004
O  3.4052  7.0352  14.187  -0.0006  0.0001  0.0005
O  8.4561  8.3356  10.7971  -0.0014  -0.0002  -0.0007
O  3.5586  4.7859  20.4115  -0.0008  -0.0003  -0.0007
O  4.7704  0.3707  16.2674  0.0004  -0.0001  0
O  9.7121  7.2034  20.668  0.001  -0.0004  -0.0006
O  7.5174  1.0892  10.4278  0.0008  0  0.0013
O  4.7981  8.2585  20.2634  0.0004  0.0001  -0.0016
O  3.9822  1.0197  13.6964  -0.0002  0.0006  0.0009
O  5.0269  2.9401  21.7194  -0.0006  -0.0028  0.0007
O  4.4712  9.3965  13.3491  -0.0001  -0.0007  0.0007
O  2.0577  4.925  18.2491  0.0006  0.0001  0.0001
O  7.9644  5.4008  18.2106  -0.0005  0.0007  0.0001
O  5.3133  5.2143  10.6101  -0.0002  0.0006  0.0004
O  6.8215  2.9348  13.9772  0.0005  0.0002  0.0002
O  0.0831  1.6438  16.6831  -0.0002  -0.0001  0.0007
O  1.6615  8.7  15.1033  0.0005  -0.0003  0.0001
O  7.2792  1.6747  16.2505  0  0.0003  0.0005
O  5.9828  7.5364  14.2168  0.0007  -0.0006  0.0009
O  9.5007  3.9312  13.1947  0  0  0.0003
O  5.3371  0.0641  11.5244  0  -0.0018  0.002
O  1.506  6.114  10.9926  -0.0013  -0.0002  0.0021
O  2.6063  7.2044  19.5544  0.0002  0.0004  -0.0017
O  6.4129  0.2985  13.989  0.0007  0.0004  0.0006
O  7.7816  4.8459  11.3381  0.0006  0.0012  0.0017
O  9.8158  10.5243  10.2602  0.0006  -0.0007  0.0005
O  4.7507  4.3403  13.1065  0.0003  0.0004  0.0014
O  1.0336  5.5763  20.6774  -0.0009  0.0002  -0.0002
O  6.1383  5.1298  15.3011  0.0003  0.0004  0.0005
O  1.3166  3.8039  15.8824  0  0.0004  0
O  5.5197  6.3138  18.3265  0.0001  0  -0.0002
O  2.3832  1.4155  15.6627  -0.0001  0.0001  0.0003
O  7.4124  0.8447  18.7041  0.0002  0.0003  0.0001
O  7.0741  6.6272  9.3384  0.0002  0.0017  -0.0018
O  6.2651  4.7146  20.2429  0.0012  0.0007  -0.0007
O  8.2322  9.6032  15.115  0.0004  0.0001  0.0002
O  5.4746  2.6536  11.2025  -0.0002  0.001  0.0013
O  7.2494  7.6345  19.7385  0  -0.0002  -0.001
O  10.4827  5.0588  17.4393  0.0002  0.0006  -0.0011
O  8.8087  1.1206  14.2004  0  0.0001  0.0001
O  6.2689  3.4072  18.0261  0  -0.0002  -0.0004
O  4.5848  2.9396  15.418  0.0002  0.0003  0.0006
O  -0.1969  10.4374  14.8018  0.0005  0.0001  0.0003
O  1.5649  0.9293  18.9473  0.0005  0  -0.0003
O  8.1015  6.069  13.7443  -0.0007  0.0005  0.0014
O  3.7874  1.0702  20.2999  -0.0001  -0.0005  -0.0021
O  8.4281  9.4053  17.7053  0  -0.0003  -0.0001
O  8.8748  2.964  18.0217  0  0  -0.0002
O  2.4636  9.724  20.4802  -0.0004  0  -0.0006
O  1.5368  6.3139  16.0613  0.0003  0.0005  0
O  9.9224  6.1488  11.8008  0.0002  0.0002  0.0004
O  7.7237  7.211  16.1407  0  -0.0001  -0.0004
O  5.7603  9.0602  17.9432  0.0006  -0.0004  0.0003
O  0.8067  10.0602  17.2294  0.0002  0.0006  0.0004
O  10.195  8.1878  16.1628  0  0.0003  0.0002
O  0.4534  2.2483  13.9297  -0.0001  0.0001  0.0002
O  9.2114  9.854  12.7175  0.0002  0.0012  0.0024

Results
free energy: -126348.319 eV
free energy less fixed offsets of B -154.04, O -568.88, Si -635.61 eV per atom: -1.439 eV

The program warned: the cutoff lies below the one the program advises for these potential files; the exchange-correlation potential is rough where the density is thin.
